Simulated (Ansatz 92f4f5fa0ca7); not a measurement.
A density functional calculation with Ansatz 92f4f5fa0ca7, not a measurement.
Periodic cell of 208 atoms, Si128O80, from a study of silicon, its oxide and their interface. The atomic structure is a simulated model.
This geometry differs little from another in the collection (a relaxation step or a small displacement).

Settings: functional r2SCAN; potential files Ansatz PAW; basis plane waves; wave-function cutoff 800 eV; density cutoff ratio 5; exchange-correlation grid ratio 1; k mesh 1 x 1 x 1, shifted by 0.5 0.5 0 of a step; self-consistency stop 1e-10 eV per atom in the density residual; occupations fixed; spin none; net charge 0.

Cell vectors (angstrom)
a	10.88	0	0
b	0	10.88	0
c	4.175	-4.5406	30.61

Atoms: element, x, y, z (angstrom)
Si	1.1258	-1.0105	0.1792
Si	3.7865	1.6483	0.2619
Si	1.6037	3.8089	0.1373
Si	4.4152	-4.3526	0.1021
Si	-3.8624	-1.6664	0.0037
Si	-1.1318	1.1065	0.0337
Si	6.578	4.2833	-0.0128
Si	-1.6271	-3.8625	-0.036
Si	2.6432	0.0878	1.5512
Si	5.4335	2.7939	1.4259
Si	2.7666	-5.4564	1.379
Si	5.4975	-2.7629	1.4187
Si	-2.7235	-0.0524	1.318
Si	0.0014	2.6692	1.3983
Si	8.138	5.4507	1.3176
Si	-0.0446	-2.7024	1.3109
Si	1.3055	1.4058	2.898
Si	4.0936	4.1184	2.8246
Si	1.3538	-4.0631	2.6555
Si	4.0805	-1.3645	2.706
Si	6.8025	1.347	2.6732
Si	9.5076	4.0871	2.6628
Si	6.8328	6.7759	2.7913
Si	-1.3788	-1.3742	2.7487
Si	-0.0447	-0.0152	4.1481
Si	2.7214	2.7582	4.1659
Si	-0.0058	-5.4327	4.0266
Si	2.7076	-2.7158	4.0521
Si	5.4379	0.0008	4.0561
Si	8.1567	2.723	4.0366
Si	5.4544	5.461	4.1548
Si	8.1704	-2.7274	4.1241
Si	1.3087	-1.3552	10.8573
Si	4.0728	1.3864	10.844
Si	1.3939	4.0871	10.8859
Si	4.0658	-4.0926	10.8713
Si	6.8156	-1.3551	10.888
Si	-1.3688	1.3344	10.8936
Si	6.7615	4.0531	10.8006
Si	-1.3342	-4.016	10.8133
Si	2.6195	0.0874	12.1435
Si	5.499	2.6511	12.2253
Si	2.7494	5.4327	12.2828
Si	5.4184	-2.7133	12.1997
Si	-2.7107	-0.0239	12.2996
Si	0.0174	2.7124	12.2002
Si	8.088	5.5239	12.0198
Si	0.0146	-2.73	12.2789
Si	1.3239	1.399	13.6662
Si	4.1605	4.0356	13.5501
Si	1.4008	-4.1059	13.6913
Si	4.001	-1.2885	13.3947
Si	-4.0533	1.2882	13.7222
Si	-1.4325	4.1614	13.2806
Si	6.7877	-4.0853	13.5195
Si	-1.3581	-1.368	13.6738
Si	0.2208	-0.2248	15.0034
Si	3.02	2.5095	14.8785
Si	-0.345	-5.2719	14.7445
Si	2.5408	-2.3841	14.8417
Si	5.095	0.126	14.8977
Si	-2.807	3.0082	14.7534
Si	5.7827	5.131	14.8258
Si	-2.5322	-3.0094	14.887
Si	4.083	-0.3087	-6.7473
Si	-0.8788	3.6122	16.9249
Si	-1.8632	1.855	-4.8741
Si	0.375	-5.1423	-1.9982
Si	-0.3568	-0.6011	17.899
Si	6.7985	1.061	-6.8863
Si	1.9174	2.7549	17.6344
Si	3.4073	5.2487	-6.4647
Si	-2.4653	-2.6063	17.8186
Si	5.2505	-4.6742	17.7187
Si	5.5269	0.1995	-1.9867
Si	0.3237	-0.9762	-8.4769
Si	3.2175	-0.7845	-3.8462
Si	0.0512	-2.5176	-5.9238
Si	-0.1541	3.5217	-6.9748
Si	-2.4229	-3.319	-7.4407
Si	-2.6805	3.9216	21.5092
Si	8.0708	5.3483	18.7474
Si	0.9973	-5.2761	-4.9732
Si	6.4108	1.4817	21.3733
Si	1.7418	1.2146	-7.3357
Si	5.7338	-4.3998	-7.5609
Si	5.2591	3.5768	-7.9162
Si	3.3471	0.8625	21.4278
Si	1.7088	-5.1195	21.8383
Si	7.8295	2.3519	-2.1805
Si	2.5873	-2.8515	-1.8581
Si	4.4885	-1.8774	17.1202
Si	0.5686	0.1063	-4.5864
Si	2.4808	-0.0682	18.6155
Si	-2.5185	-0.572	19.9073
Si	3.1493	4.9064	19.5365
Si	1.361	-1.3706	5.4508
Si	4.0869	1.3485	5.4532
Si	1.3342	-6.7563	5.4502
Si	4.0645	-4.048	5.4462
Si	6.7825	-1.3541	5.4355
Si	9.4859	1.3838	5.4488
Si	6.8161	4.0617	5.4501
Si	-1.3415	6.7843	5.4436
Si	2.7185	-0.0045	6.8137
Si	5.4465	2.7117	6.8016
Si	2.697	-5.4014	6.7872
Si	5.4262	-2.7038	6.8082
Si	8.1233	0.0232	6.7825
Si	-0.0084	2.7337	6.7983
Si	-2.7068	5.4288	6.8086
Si	0.0038	-2.7301	6.8026
Si	1.3511	1.3693	8.1597
Si	4.0585	4.0971	8.0992
Si	1.361	-4.0685	8.1733
Si	4.0749	-1.3602	8.1789
Si	6.7875	1.3548	8.1733
Si	-1.349	4.0786	8.1755
Si	6.796	-4.0784	8.1505
Si	9.4997	-1.3368	8.1007
Si	-0.0378	-0.007	9.4885
Si	2.7333	2.7525	9.485
Si	0.0192	-5.4378	9.526
Si	2.7066	-2.7121	9.5356
Si	5.4339	-0.0048	9.534
Si	8.1708	2.7029	9.5122
Si	5.4013	5.4301	9.4759
Si	8.1637	-2.6797	9.4759
O	-2.4791	4.8981	20.256
O	4.0913	1.3479	15.3448
O	8.1399	-2.7521	-0.5242
O	-1.7508	2.6234	15.9609
O	-1.8296	1.7591	-1.2887
O	3.406	-2.6762	16.2001
O	1.1798	2.7199	-7.4656
O	-1.0258	-4.6048	-1.3769
O	-1.4025	-4.1344	15.2451
O	7.2046	3.6215	-1.3788
O	-0.3048	0.2295	16.4978
O	6.2529	-1.089	-1.323
O	6.9397	4.0656	15.3174
O	4.5869	-0.1878	-3.2326
O	7.837	1.0364	-5.6384
O	-0.8686	4.0473	-8.3056
O	5.3617	-0.8218	16.2255
O	4.8476	1.325	21.0386
O	0.0144	0.027	-0.4578
O	2.4746	3.2983	16.212
O	7.1052	-3.9583	-6.8546
O	4.525	0.8663	-0.9341
O	2.5516	0.5125	20.0996
O	4.2297	4.598	20.7298
O	-1.4352	2.9281	21.8461
O	6.8859	3.0196	21.2149
O	-2.0063	-1.3946	21.2302
O	1.4174	-3.9336	-1.8911
O	7.7033	-2.6378	16.3562
O	-1.4881	-2.9231	-6.1898
O	3.8781	-3.55	-1.206
O	5.1549	-5.1164	16.1778
O	-1.2905	0.0945	19.0521
O	0.3085	5.2933	-3.5442
O	2.4142	-5.2799	-7.6893
O	5.9872	5.004	-8.1738
O	0.9148	-3.7206	-5.3243
O	3.8609	-5.0732	18.4259
O	7.3875	0.5439	-8.3007
O	2.5904	3.5511	18.8727
O	3.4159	-0.9159	-5.4236
O	-0.0498	4.7288	16.0861
O	-0.7224	0.9637	-4.125
O	0.0648	-1.407	-4.7646
O	-1.9986	4.2957	17.8486
O	2.0748	-1.5793	-1.0116
O	1.0213	0.6474	-6.0216
O	0.7333	-2.0318	-7.3181
O	6.4763	5.4159	18.4354
O	2.3872	1.2153	17.6483
O	1.8688	0.1235	-3.5959
O	2.7129	2.714	-0.3841
O	3.8512	-1.4502	-7.8364
O	3.7377	-1.0127	18.2662
O	1.1119	-0.8909	18.4769
O	2.9802	-2.2887	-3.3037
O	4.0915	3.8266	-6.8092
O	0.2938	2.8489	17.746
O	-2.5048	2.7426	-3.6611
O	-1.592	-4.298	-8.4036
O	6.6754	1.2435	-2.4084
O	6.2709	2.5405	-7.2272
O	7.9594	-2.0462	-8.2941
O	5.5585	-4.3004	22.0163
O	5.4707	5.4067	-0.471
O	-0.9737	-2.0493	17.5672
O	-1.0622	-0.2555	-8.0277
O	3.3432	1.085	-7.1651
O	2.5666	5.1792	-5.081
O	7.6634	-1.6207	18.8787
O	5.3792	-3.0512	17.8096
O	7.3082	0.5539	20.3914
O	4.5734	-4.4989	-6.4215
O	-2.2681	-4.0477	18.4881
O	1.3892	-1.3283	15.3233
O	5.6201	0.0452	-6.4693
O	-1.1649	2.6697	-6.0684
O	1.9304	-5.1438	20.2337
O	0.189	4.803	-6.086
O	0.8796	4.4521	-1.1702

Results
free energy: -127504.230 eV
free energy less fixed offsets of O -570.45, Si -639.56 eV per atom: -4.550 eV

Forces (eV/angstrom), in the order of the atoms: element, x, y, z
Si	-0.0106	0.006	0.0402
Si	-0.0068	0.0093	0.034
Si	0.0088	-0.0075	0.0371
Si	0.0057	-0.0078	0.0368
Si	0.008	-0.0069	0.0397
Si	0.0078	-0.0073	0.0441
Si	-0.0086	0.0093	0.04
Si	-0.0094	0.0087	0.0393
Si	0.0002	-0.0008	-0.0021
Si	0.0004	0.0001	-0.003
Si	-0.0019	0.0026	-0.0042
Si	-0.001	0.0014	-0.0005
Si	-0.0019	0.0009	-0.0035
Si	-0.0024	0.0017	-0.003
Si	0.0003	-0.0013	-0.0026
Si	0.0014	-0.0018	-0.0039
Si	-0.0007	0.0002	-0.0015
Si	0	0.0003	-0.0003
Si	-0.0013	-0.0001	0.0012
Si	-0.001	-0.0004	-0.0007
Si	-0.0008	0.0002	0.0012
Si	-0.0009	-0.0002	0.0011
Si	-0.0007	0.0005	-0.0013
Si	-0.0012	0.0005	0.0013
Si	-0.0008	0.0002	0.0011
Si	-0.0013	0.0005	0.0007
Si	-0.0005	0.0007	-0.0005
Si	-0.0009	0.0002	0.0002
Si	-0.0005	0.0002	0.0002
Si	-0.0009	-0.0004	-0.0005
Si	-0.0009	0.0007	0.0004
Si	-0.0001	-0.0003	-0.0002
Si	-0.0008	-0.0013	-0.0011
Si	0.0008	0.0004	-0.001
Si	-0.0006	0.0004	-0.0002
Si	-0.0007	0.0003	-0.0011
Si	-0.0004	0.0011	-0.0006
Si	-0.0011	0	-0.0002
Si	-0.0014	-0.0012	0.0004
Si	0.0007	0.0015	0.0006
Si	-0.0011	0.0012	0.0012
Si	-0.0001	0.0001	0.0015
Si	-0.0002	-0.0003	0
Si	-0.0002	-0.0001	0.0008
Si	0.0004	-0.001	0.0008
Si	0.0005	-0.0008	0.0007
Si	-0.0018	0.0011	0.0012
Si	-0.0008	0.0002	-0.0002
Si	0.0003	-0.001	-0.0025
Si	0.0006	0.0007	-0.0015
Si	-0.001	0.0012	-0.0033
Si	-0.0002	-0.0003	-0.0045
Si	-0.0019	0.0001	-0.001
Si	0.0005	0.0002	-0.002
Si	0.0007	-0.0006	-0.0028
Si	-0.0002	-0.001	-0.0041
Si	-0.006	0.0047	0.0581
Si	-0.0096	0.0089	0.0541
Si	-0.0023	-0.0094	0.0427
Si	0.0085	0.0028	0.0468
Si	-0.0021	-0.0107	0.044
Si	0.0113	0.0002	0.0414
Si	-0.0078	0.0103	0.0534
Si	-0.0093	0.0041	0.0571
Si	-0.0113	0.0057	0.1146
Si	-0.0082	0.0037	0.0973
Si	-0.0083	0.0187	0.1275
Si	-0.0107	-0.0013	0.1146
Si	-0.0119	-0.0047	0.1094
Si	0.012	-0.0062	0.1037
Si	0.0137	-0.0006	0.1084
Si	-0.0159	-0.0015	0.1012
Si	0.0019	0.0082	0.1088
Si	-0.0121	-0.0175	0.1085
Si	0.0092	-0.0029	0.0998
Si	0.0188	0.0113	0.112
Si	0.0231	-0.0166	0.1211
Si	0.0188	-0.0027	0.1089
Si	-0.003	-0.0083	0.1096
Si	0.0064	0.0061	0.0908
Si	0.0005	-0.0121	0.1212
Si	0.0005	-0.0097	0.1189
Si	-0.0261	-0.0015	0.1271
Si	-0.0071	0.0057	0.1003
Si	-0.0074	0.0031	0.0961
Si	-0.0031	-0.0056	0.0774
Si	0.0106	-0.0041	0.1055
Si	0.014	-0.0046	0.1274
Si	-0.0126	0.0106	0.1045
Si	-0.0096	0.0058	0.1144
Si	0.0109	-0.0039	0.0973
Si	-0.0011	-0.0011	0.0999
Si	0.0051	0.004	0.1041
Si	-0.0011	0.02	0.1147
Si	-0.0151	0.0133	0.1331
Si	-0.0036	0.0122	0.1323
Si	-0.0005	0.0002	-0.0006
Si	-0.0011	-0.0001	-0.0009
Si	-0.0008	-0.0006	-0.0008
Si	-0.0003	0.0005	-0.001
Si	-0.0005	0.0004	-0.0009
Si	0	0.0005	-0.0006
Si	-0.001	0.0008	-0.0007
Si	-0.0012	-0.0003	-0.0006
Si	-0.0008	0.0005	-0.0005
Si	-0.001	0.0004	-0.0001
Si	-0.0002	0.0001	-0.0007
Si	-0.0001	-0.0001	-0.0007
Si	-0.0004	0.0001	-0.0005
Si	-0.0003	0.0002	-0.0006
Si	-0.001	0.0006	-0.0008
Si	-0.0004	0.0006	0
Si	-0.0003	-0.0004	0.0003
Si	-0.0002	-0.0001	-0.0002
Si	-0.0006	-0.0001	0
Si	-0.0004	0.0001	0.0003
Si	-0.0001	-0.0001	0
Si	-0.0008	0	0.0003
Si	-0.0005	0.0004	0
Si	0.0001	-0.0003	-0.0001
Si	-0.0008	0	0.0005
Si	-0.0007	0.0007	0.0002
Si	-0.0002	0.0003	-0.0006
Si	-0.0002	-0.0002	-0.0007
Si	0.0001	-0.0002	-0.0007
Si	-0.0006	-0.0008	-0.0001
Si	-0.0012	0.0001	0
Si	-0.0008	0.0007	0.0003
O	-0.0023	0.0273	-0.0947
O	0.0046	-0.0009	-0.0249
O	-0.0001	0.0007	-0.0174
O	-0.0215	-0.0057	-0.0504
O	-0.0227	0.0152	-0.0551
O	-0.0223	-0.0043	-0.0565
O	0.0072	-0.0009	-0.033
O	0.0215	-0.0146	-0.0495
O	0.0042	-0.0014	-0.027
O	0.0156	-0.0235	-0.0511
O	0.008	0.0071	-0.078
O	-0.0186	0.0197	-0.0488
O	-0.001	-0.0034	-0.0253
O	-0.0357	-0.0125	-0.0637
O	-0.0272	-0.0114	-0.065
O	-0.0128	0.0305	-0.0718
O	0.0065	0.0226	-0.0535
O	-0.0034	0.0009	-0.0361
O	0.0009	0.0003	-0.0231
O	0.0149	-0.0034	-0.0729
O	-0.0025	-0.0006	-0.0335
O	0.0158	-0.0173	-0.0519
O	-0.0194	-0.0246	-0.096
O	-0.0199	-0.0083	-0.0798
O	-0.0117	0.0155	-0.047
O	0.0027	0.0035	-0.0315
O	-0.0167	0.0038	-0.0855
O	-0.0033	-0.0025	-0.0362
O	-0.0008	-0.0049	-0.0772
O	-0.0245	-0.009	-0.0508
O	-0.02	0.017	-0.0465
O	0.0066	-0.0164	-0.0785
O	0.0303	-0.0041	-0.0631
O	0.0193	0.0019	-0.0962
O	-0.0101	0.0107	-0.0736
O	0.0008	-0.0058	-0.0347
O	-0.0075	0.0154	-0.0451
O	0.0311	0.0205	-0.0633
O	0.0146	-0.0187	-0.0526
O	-0.018	-0.0292	-0.0654
O	0.0137	0.0087	-0.0883
O	0.0053	0.0213	-0.0521
O	0.0054	-0.0034	-0.0409
O	-0.0055	-0.0209	-0.0512
O	0.026	-0.0209	-0.0597
O	0.0144	-0.0167	-0.053
O	0.0162	0.0139	-0.0775
O	-0.001	0.0189	-0.0671
O	-0.0128	0.0115	-0.0425
O	-0.0036	0.0126	-0.0423
O	-0.0213	0.0031	-0.047
O	-0.0021	0.0006	-0.0205
O	0.0003	-0.0341	-0.0746
O	0.0197	-0.0208	-0.0539
O	-0.0101	-0.0009	-0.0392
O	0.0025	0.0241	-0.0614
O	0.0145	-0.0056	-0.0438
O	-0.0123	0.004	-0.0367
O	0.0224	-0.0124	-0.0855
O	0.0125	-0.0218	-0.0497
O	0.0039	0.0041	-0.0333
O	-0.0142	0.0194	-0.0387
O	0.0006	0.0142	-0.0399
O	-0.0092	-0.0162	-0.0482
O	-0.0003	0	-0.021
O	0.0028	-0.0047	-0.0373
O	-0.0073	-0.0066	-0.0429
O	-0.0022	0.0064	-0.0345
O	0.0248	-0.0023	-0.0581
O	0.0024	-0.0278	-0.062
O	-0.0053	0.0115	-0.0383
O	0.0228	-0.024	-0.0539
O	0.0126	0.0019	-0.0388
O	-0.0008	0.0134	-0.0396
O	0.0021	-0.0051	-0.0281
O	0.0056	0.0036	-0.0329
O	0.0214	0.0189	-0.0585
O	0.0165	-0.0118	-0.0711
O	-0.0068	-0.0161	-0.0533
O	-0.0167	0.0246	-0.0533

The program warned: the cutoff lies below the one the program advises for these potential files; the forces do not sum to zero within the program's tolerance; empty levels may hold ghost states of the PAW files; the exchange-correlation potential is rough where the density is thin.
